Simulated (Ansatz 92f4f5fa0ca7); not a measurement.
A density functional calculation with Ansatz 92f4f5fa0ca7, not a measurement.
Periodic cell of 223 atoms, Si132O90B1, from a study of silicon, its oxide and their interface. The atomic structure is a simulated model.
Doubt: the cutoff is far below the 930 eV that the study's wrapper takes by default for these files, so forces and energies are approximate.
This geometry differs little from another in the collection (a relaxation step or a small displacement).

Settings: functional PBE; potential files Ansatz PAW; basis plane waves; wave-function cutoff 580 eV; density cutoff ratio 5; exchange-correlation grid ratio 1; k mesh 1 x 1 x 1, Gamma-centred; self-consistency stop 5e-08 eV per atom in the density residual; occupations fixed; spin none; net charge -1 e, with a uniform compensating background and no finite-size correction.

Cell vectors (angstrom)
a	10.938	0	0
b	0	10.938	0
c	0	0	32.1988

Atoms: element, x, y, z (angstrom)
Si	10.5831	0.2261	24.8734
Si	5.7362	10.6774	24.7447
Si	2.4796	2.9157	24.647
Si	8.4262	2.4653	24.8361
Si	0.2761	5.1653	24.763
Si	5.1511	5.7498	24.6982
Si	2.9316	8.0083	24.6053
Si	7.9373	8.4363	24.7422
Si	1.3298	1.3817	26.0419
Si	6.8454	1.3066	26.1261
Si	4.0457	4.103	25.9959
Si	9.6113	4.0576	26.0958
Si	1.3976	6.8259	26.009
Si	6.7677	6.8512	26.0334
Si	4.1036	9.5338	26.0059
Si	9.464	9.569	26.1563
Si	2.7294	-0.0071	27.3545
Si	8.1607	-0.0216	27.5695
Si	0.0144	2.714	27.5009
Si	5.4424	2.7419	27.3763
Si	2.7311	5.4643	27.4414
Si	8.1871	5.4703	27.3645
Si	-0.0058	8.1817	27.385
Si	5.4429	8.198	27.4613
Si	4.0839	1.3626	28.7588
Si	9.5824	1.3496	28.8592
Si	1.3735	4.103	28.8295
Si	6.8329	4.0995	28.7552
Si	4.1027	6.8144	28.8202
Si	9.5577	6.8215	28.7638
Si	1.3703	9.5642	28.7499
Si	6.7921	9.5416	28.8751
Si	0.0277	-0.0275	30.1823
Si	5.4329	0.0093	30.1805
Si	2.7452	2.7226	30.1747
Si	8.1975	2.7449	30.159
Si	-0.0162	5.4664	30.1586
Si	5.4891	5.4528	30.1716
Si	2.7286	8.208	30.1458
Si	8.2117	8.1743	30.1838
Si	1.3871	1.3489	31.557
Si	6.8338	1.3741	31.5201
Si	4.1253	4.0851	31.5432
Si	9.5736	4.0938	31.538
Si	1.3607	6.8431	31.5039
Si	6.8553	6.8099	31.5633
Si	4.0859	9.5644	31.5452
Si	9.5891	9.5479	31.5456
Si	2.7535	-0.0097	0.7441
Si	8.2105	0.0063	0.6829
Si	0.0054	2.7256	0.715
Si	5.4957	2.7226	0.7241
Si	2.7435	5.4923	0.6693
Si	8.2293	5.4435	0.7363
Si	0.0281	8.186	0.7165
Si	5.4786	8.204	0.7126
Si	4.1451	1.3562	2.1022
Si	9.5739	1.3448	2.0828
Si	1.3942	4.1248	2.0401
Si	6.8735	4.0673	2.1049
Si	4.1103	6.8306	2.0773
Si	9.603	6.8245	2.0849
Si	1.3992	9.5358	2.0979
Si	6.8399	9.6025	2.0682
Si	0.0249	-0.025	3.4229
Si	5.5082	0.0052	3.5183
Si	2.7808	2.7822	3.3933
Si	8.2002	2.6682	3.5026
Si	0.0465	5.4663	3.4551
Si	5.4813	5.445	3.4212
Si	2.7993	8.2146	3.4989
Si	8.2218	8.2258	3.3927
Si	1.446	1.3654	4.69
Si	6.8216	1.3639	4.9832
Si	4.201	4.0454	4.8368
Si	9.6067	4.0656	4.7818
Si	1.4395	6.8194	4.8419
Si	6.822	6.8837	4.7205
Si	4.1202	9.6261	4.9194
Si	9.5823	9.5483	4.7977
Si	2.8968	0.2791	6.2039
Si	8.2351	-0.0685	6.2733
Si	0.076	2.6737	6.0757
Si	5.3578	2.6211	6.4166
Si	2.8513	5.4515	6.1797
Si	8.1679	5.4623	6.0151
Si	0.0634	8.211	6.1635
Si	5.5421	8.2247	6.236
B	3.8227	1.6405	7.6675
Si	9.872	1.1353	7.4584
Si	1.7543	3.7256	7.3369
Si	6.6247	4.374	7.4528
Si	4.4243	6.6249	7.5432
Si	9.3976	6.9214	7.3602
Si	1.2292	9.9896	7.2814
Si	7.208	9.1941	7.6494
O	8.3453	8.0393	7.9352
O	2.839	2.6552	7.9225
O	9.5195	1.3512	24.2678
O	4.048	6.8651	24.1264
O	0.0638	0.0302	7.9739
O	5.5545	5.5161	8.0326
O	6.848	9.5678	24.1957
O	1.3708	4.06	24.1666
O	3.8579	7.3527	8.9479
O	1.0071	4.3341	8.6705
O	9.8711	6.0413	8.6864
O	2.1587	9.3874	8.4968
O	7.5301	3.9275	8.7708
O	4.2665	0.992	8.8927
O	6.7673	9.5359	9.2013
O	9.2351	1.8503	8.8104
O	7.7125	3.1563	23.5246
O	10.4977	5.8388	23.4467
O	5.0871	0.4269	23.3968
O	5.8569	5.0921	23.3602
O	3.1045	2.2071	23.275
O	2.2927	8.7232	23.2308
O	8.6179	7.7514	23.399
O	0.2262	10.3395	23.5908
Si	4.3901	1.5699	22.4731
Si	3.4625	7.9453	14.008
Si	7.1056	0.959	14.6552
Si	0.9385	9.3562	22.5308
Si	1.1547	4.3131	11.8516
Si	6.2391	8.9678	15.2976
Si	0.6464	1.3686	12.273
Si	8.6188	4.9583	20.5111
Si	0.3794	5.6696	9.3166
Si	5.077	3.1249	17.9068
Si	0.8598	3.7519	16.7187
Si	10.3862	2.8486	19.2141
Si	5.2247	1.2078	10.1884
Si	0.8715	0.1768	19.8486
Si	6.601	9.4923	10.8228
Si	9.3249	9.6838	18.3148
Si	9.3508	9.2705	12.5503
Si	6.5721	3.8462	22.596
Si	2.4433	8.0636	9.3624
Si	10.5753	7.377	17.0649
Si	2.4926	6.3026	16.5602
Si	10.1485	4.4971	14.1602
Si	6.1208	9.1889	18.4976
Si	7.9693	2.5697	9.5426
Si	8.846	2.1519	12.427
Si	5.322	6.2481	18.0493
Si	3.9114	0.5666	19.4608
Si	4.2637	3.8301	11.9844
Si	5.5142	6.6181	12.1015
Si	7.9975	2.505	17.2045
Si	4.3465	2.4808	14.9285
Si	1.5187	1.2197	15.2299
Si	1.5395	9.4145	12.0179
Si	8.0206	6.8568	13.8357
Si	10.3624	9.8464	15.4703
Si	9.8063	7.0109	22.5623
Si	8.0996	5.4901	17.4074
O	6.0064	7.9895	11.2801
O	5.9991	9.204	16.8818
O	7.6483	1.3767	13.1869
O	0.8625	1.7486	13.8472
O	9.4168	6.2603	16.8747
O	6.74	6.2082	13.0934
O	5.1119	4.6603	18.5843
O	9.2047	2.1563	18.2718
O	2.3542	0.1007	19.0822
O	9.3995	10.2405	16.7586
O	2.7638	4.4319	11.7074
O	5.0517	10.3283	19.0935
O	9.3921	3.2454	13.4794
O	0.4413	1.7676	19.9467
O	3.1313	1.3711	15.0311
O	8.1546	5.3887	19.023
O	3.8771	6.6029	17.374
O	4.5469	3.2931	16.3538
O	9.0351	5.6761	14.2945
O	5.4566	2.7555	22.1412
O	10.6498	4.1573	15.6615
O	0.3195	3.8658	18.2581
O	10.4102	10.5156	19.2174
O	9.6178	10.0379	14.0209
O	10.9033	8.1211	22.0957
O	1.1766	2.1709	16.5047
O	9.7255	3.7562	20.4033
O	8.1246	4.0378	16.6826
O	-0.079	9.1224	11.8918
O	6.5605	2.4178	17.9772
O	5.5113	10.7402	11.0775
O	7.7327	9.5958	18.8296
O	9.9954	1.024	12.0527
O	1.2898	6.9783	9.052
O	0.5944	4.7707	13.3259
O	5.6859	7.6268	18.9684
O	5.203	5.1059	11.4824
O	2.6933	7.0009	15.1051
O	0.8767	2.7463	11.451
O	0.8438	10.6924	15.5384
O	2.3763	8.5726	10.9086
O	4.6707	2.4506	11.1733
O	4.2713	3.4811	13.6239
O	2.1752	4.6953	16.4702
O	10.6847	8.2583	15.6875
O	6.9213	10.2903	14.6632
O	2.3073	8.9615	13.4123
O	8.03	1.5271	15.8942
O	4.1076	7.0036	12.8493
O	4.1581	2.0137	18.7006
O	7.2889	4.4185	21.2635
O	8.383	2.9301	11.0848
O	1.166	6.8776	17.3509
O	5.6361	1.5551	14.7921
O	8.0755	9.7842	11.5984
O	9.2045	6.2874	21.2387
O	8.9345	7.735	12.8451
O	1.6231	0.1225	11.8636
O	6.6352	6.1529	17.0578
O	7.3544	7.7928	15.0178
O	1.1991	10.2969	21.2264
O	10.0161	8.2051	18.3467
O	3.9513	0.8647	21.072
O	0.3169	5.339	10.904
O	6.7043	1.5659	9.5936
O	4.7447	8.7298	14.6698

Results
free energy: -135249.829 eV
free energy less fixed offsets of B -154.04, O -568.88, Si -635.61 eV per atom: 3.931 eV

Forces (eV/angstrom), in the order of the atoms: element, x, y, z
Si	0.0107	-0.0102	-0.015
Si	-0.0067	0.0046	-0.021
Si	0.0062	-0.0054	-0.0186
Si	-0.0054	0.008	-0.026
Si	-0.0037	0.004	-0.0222
Si	0.0045	-0.0035	-0.0153
Si	-0.0007	0.0042	-0.013
Si	0.0039	-0.0064	-0.0244
Si	0.0055	-0.0063	-0.0013
Si	-0.0092	0.0086	-0.0024
Si	0.0018	0.0011	0.003
Si	-0.0062	0.0057	-0.0007
Si	0.0004	0.0021	0.0032
Si	0.0014	-0.0029	0.0016
Si	-0.0018	0.0021	0.0021
Si	0.0085	-0.0049	-0.0035
Si	0.0026	-0.0013	0.0091
Si	0.0009	-0.003	-0.0028
Si	0.0015	0.0031	-0.0044
Si	0.0015	0.0016	0.0073
Si	0	-0.0007	-0.0043
Si	0.0012	0.0004	0.0075
Si	0.003	-0.0005	0.0066
Si	-0.001	0.0004	-0.0058
Si	-0.0001	-0.0011	-0.0085
Si	0.0055	0.0019	0.0192
Si	-0.0014	0.0059	0.0093
Si	0.001	0.0017	-0.0123
Si	0.0025	0.0002	0.0035
Si	0.001	-0.0045	-0.0093
Si	0.0026	0.0004	-0.01
Si	-0.0127	-0.0036	0.0196
Si	-0.0028	-0.0009	-0.0005
Si	0.0064	-0.007	0.0005
Si	-0.0001	0.0047	0.0015
Si	-0.0007	0.0028	0.0008
Si	0.0021	-0.0007	-0.0006
Si	0.0006	0	-0.0013
Si	-0.0021	-0.0005	0.0011
Si	0.0004	0.0033	-0.0013
Si	-0.0029	0.0017	-0.0014
Si	0.0079	-0.0007	0.0015
Si	0.0015	0.0041	0.0001
Si	0.0028	-0.0013	-0.0059
Si	0.0031	-0.0028	-0.0009
Si	-0.0018	-0.0008	-0.0044
Si	0.0031	-0.0033	-0.0022
Si	-0.0003	0.0032	-0.0028
Si	0.0009	0.0009	0.0013
Si	-0.002	-0.0098	0.0049
Si	-0.0025	0.0106	0.0003
Si	-0.0035	0.0047	-0.0003
Si	-0.0104	0.002	0.0072
Si	0.0032	-0.0019	-0.0016
Si	-0.0008	-0.001	-0.0048
Si	0.0052	0.0071	0.0009
Si	-0.0018	0.0032	0.009
Si	0.0005	0.0051	-0.0042
Si	0.0039	0.002	0.0017
Si	-0.0071	-0.0011	-0.0046
Si	0.0086	-0.0044	-0.0045
Si	-0.0015	0.0076	0.0019
Si	-0.0064	0.0049	-0.0054
Si	0.0137	-0.0064	0.0023
Si	-0.0074	-0.0274	-0.0039
Si	0.0101	0.0039	0.0212
Si	0.016	0.0303	-0.0049
Si	-0.0024	-0.0015	0.0028
Si	0.0134	-0.0121	0.0004
Si	-0.0035	-0.0006	0.0013
Si	-0.0231	0.0002	0.0074
Si	-0.0259	0.0202	-0.0218
Si	0.0177	0.0168	0.0052
Si	-0.0095	-0.0213	-0.0171
Si	-0.0178	-0.038	0.0018
Si	-0.0013	0.0185	0.0005
Si	-0.0145	-0.0019	0.0006
Si	0.0282	-0.0073	0.0154
Si	0.0316	0.0215	-0.0009
Si	0.0188	-0.0225	0.0094
Si	-0.0948	-0.1063	-0.0568
Si	-0.0074	0.013	-0.0064
Si	0.0018	0.0201	-0.0039
Si	0.0456	0.075	-0.0048
Si	-0.0078	0.0007	-0.0073
Si	-0.0397	-0.0101	0.0413
Si	0.0187	0.0743	0.0536
Si	-0.0151	0.0025	-0.0212
B	0.0933	0.0147	0.0002
Si	0.0074	0.0201	0.0722
Si	-0.0123	0.0086	0.0542
Si	0.0065	-0.0475	-0.1006
Si	0.0047	-0.0141	0.0748
Si	0.0142	-0.0119	-0.04
Si	-0.012	-0.0576	-0.0861
Si	0.007	-0.0114	0.0897
O	0.0121	0.0189	-0.004
O	-0.0512	0.0413	0.0352
O	-0.0021	0.0011	0.0088
O	-0.0002	-0.0007	-0.0053
O	-0.0055	-0.0312	-0.0019
O	-0.0269	0.0233	0.0014
O	0.0035	0.002	0.0053
O	-0.0004	0.0003	0.0012
O	0.0137	0.0004	-0.0366
O	0.0244	-0.0323	-0.0493
O	0.0007	0.0062	-0.0066
O	-0.0049	0.0097	0.0095
O	0.0136	-0.0105	0.0323
O	-0.0116	0.0045	0.003
O	0.0043	0.0037	-0.0822
O	0.006	-0.0124	-0.0388
O	0.019	-0.0138	0.0206
O	0.0129	-0.0139	0.021
O	0.0134	-0.0165	0.0205
O	-0.0103	0.0132	0.0177
O	-0.015	0.013	0.0214
O	0.0139	-0.0108	0.016
O	-0.0163	0.0136	0.0215
O	-0.0146	0.0178	0.0192
Si	0.0018	-0.0026	-0.029
Si	0.0018	-0.0019	0.0017
Si	-0.0034	-0.0053	0.0005
Si	0.0004	0.002	-0.0283
Si	0.0073	-0.0149	0.0085
Si	0.0013	0.0023	-0.0102
Si	-0.0063	0.0031	-0.0034
Si	0.0056	-0.0078	-0.0132
Si	-0.0119	0.019	0.0357
Si	0.0014	0.002	0.002
Si	0.0063	0.0012	-0.0079
Si	0	-0.0033	-0.005
Si	0.0177	0.0018	0.0627
Si	-0.0093	0.0075	-0.0134
Si	0.0109	-0.0227	0.0311
Si	-0.003	-0.0045	0.0002
Si	0.0095	-0.0049	0.0017
Si	0.001	0.0009	-0.0224
Si	0.0028	0.012	0.0489
Si	-0.0016	-0.0002	-0.0028
Si	-0.0022	-0.0002	0.0014
Si	-0.0053	0.0066	-0.0059
Si	0.0035	-0.0042	0.0066
Si	-0.0113	0.0171	0.0434
Si	0.0119	-0.0124	0.0176
Si	-0.0011	0.0004	0.0028
Si	0.004	-0.0049	-0.0184
Si	-0.0134	0.0275	0.0015
Si	-0.0042	-0.0057	-0.0023
Si	-0.0028	0.0037	-0.0046
Si	0.0062	-0.0136	-0.0023
Si	0.0028	-0.0057	-0.0026
Si	-0.0134	0.0082	0.0026
Si	0.0051	0.003	-0.0097
Si	-0.0002	-0.0063	0.0004
Si	0.002	-0.0023	-0.0226
Si	-0.0019	0.0019	-0.0134
O	0.0046	0.0201	-0.0049
O	-0.0002	-0.0019	-0.0034
O	0.0062	0.0076	-0.0105
O	-0.0066	0.0004	-0.0102
O	-0.0022	-0.0019	0.0035
O	-0.0163	0.0009	-0.0015
O	-0.0008	-0.0029	-0.0027
O	0.0045	0.0008	0.0024
O	-0.0008	0.0006	0.0038
O	0.0011	0.0008	0.0005
O	0.0094	-0.0026	0.0118
O	-0.0052	0.0054	0.0003
O	-0.0058	-0.0102	0.0016
O	0.0012	-0.002	-0.0025
O	0.0011	0.0023	0.006
O	0.003	-0.0026	0.0136
O	-0.0036	-0.0008	-0.0017
O	-0.0016	-0.002	-0.0008
O	-0.0018	-0.0004	0.0074
O	0.0017	0.0015	0.0023
O	-0.0049	-0.0006	-0.002
O	-0.0033	-0.0025	0.0021
O	0.0068	0.0028	0.0017
O	-0.0048	-0.0029	-0.0079
O	-0.001	-0.002	0.0031
O	-0.001	-0.003	0.0021
O	-0.0059	0.0072	0.0009
O	0.0003	-0.0022	0.0066
O	0.0092	-0.0035	0.007
O	0.0001	-0.0011	-0.0004
O	-0.004	0.012	-0.0074
O	-0.0016	0.0002	-0.0036
O	-0.0039	-0.0008	0.0084
O	-0.0068	-0.0095	-0.0074
O	0.0074	-0.0011	-0.0027
O	-0.0004	0.0019	-0.0055
O	-0.0021	-0.01	0.0082
O	0.0029	0.0056	-0.0049
O	0.001	0.0055	0.0032
O	0.0011	0.0029	0.004
O	0.0096	-0.0189	-0.0328
O	0.0097	-0.0318	-0.0151
O	-0.0004	0.0071	-0.0118
O	-0.0013	-0.002	0.0046
O	0.0001	0.0036	0.0032
O	0.0009	0.0014	0.0082
O	-0.0102	0.0068	-0.0041
O	-0.0025	-0.0045	-0.0016
O	0.0155	-0.0096	-0.0029
O	-0.0036	-0.006	0.0035
O	-0.0131	-0.0076	0.0135
O	-0.0211	-0.0002	-0.05
O	0.0018	-0.0014	-0.0011
O	-0.0083	0.0059	0.0075
O	-0.0272	0.0055	-0.0107
O	0.0081	0.0141	0.0132
O	-0.0014	0.0069	0.0065
O	0.0062	-0.0037	0.0049
O	0.0018	-0.0004	0.0034
O	0.0023	-0.005	0.0029
O	0.0008	-0.0158	0.0203
O	0	0.0013	-0.0008
O	0.0053	0.0103	0.0245
O	-0.008	0.0164	-0.0295
O	0.0089	0.0132	-0.0167
O	-0.0059	-0.0022	0.0047

The program warned: the cutoff lies below the one the program advises for these potential files; the forces do not sum to zero within the program's tolerance; the exchange-correlation potential is rough where the density is thin.
